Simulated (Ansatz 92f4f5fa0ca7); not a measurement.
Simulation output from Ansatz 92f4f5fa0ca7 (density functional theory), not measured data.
Periodic cell of 195 atoms, Si117O78, from a study of silicon, its oxide and their interface. The atomic structure is a simulated model.

Settings
functional: PBE
potential files: Ansatz PAW
basis: plane waves
wave-function cutoff: 700 eV
density cutoff ratio: 5
exchange-correlation grid ratio: 2
k mesh: 2 x 2 x 1, shifted by 0.5 0.5 0.5 of a step
self-consistency stop: 5e-08 eV per atom in the density residual
occupations: Fermi-Dirac, 0.05 eV
spin: none
net charge: 0

Cell vectors (angstrom)
a	11.5983	0	0
b	0	11.5983	0
c	-2.4979	4.9765	26.4727

Atoms and the computed forces on them: element, x, y, z (angstrom), force x, y, z (eV/angstrom)
Si	8.5599	8.3187	-0.54	0.3597	0.0503	0.3694
Si	8.2861	2.097	-0.6769	-0.0663	-0.0636	0.1133
Si	-2.5708	5.3616	1.7312	0.3658	0.0349	0.2397
Si	2.001	8.6808	0.1664	-0.2617	-0.0453	-0.2158
Si	1.6871	2.6868	-0.6197	-0.1473	-0.0189	0.1779
Si	-0.0897	5.4679	1.9651	0.0531	-0.0492	-0.1997
Si	5.6162	8.863	-0.449	0.2355	0.1896	0.0602
Si	5.9752	2.1208	-0.9298	0.4043	-0.3369	-0.1255
Si	5.9933	5.1665	-0.8875	0.1339	0.0076	-0.2521
Si	0.1633	-2.319	1.6879	-0.0086	-0.105	-0.1735
Si	-0.2028	1.701	1.6588	0.1292	0.1038	-0.2379
Si	1.8469	5.6068	0.5995	-0.7547	-0.0501	-0.5534
Si	4.0608	9.0891	1.3479	-0.1991	-0.0306	0.0416
Si	4.041	1.6266	1.3263	-0.194	0.2203	-0.0766
Si	4.0107	5.4606	1.6134	0.0177	0.1675	0.1592
Si	9.3474	9.1399	1.522	0.0752	0.1221	0.1236
Si	8.9772	1.6116	1.5556	0.1091	0.0469	0.1288
Si	8.3241	5.2591	-0.5032	0.1635	-0.1369	0.204
Si	0.448	-0.2877	2.87	-0.0202	0.0478	-0.0024
Si	0.3753	3.484	3.1212	-0.1235	-0.0475	0.0521
Si	0.4144	7.4254	3.1406	-0.0521	0.0851	0.2627
Si	4.2085	-0.4248	2.6033	0.0405	0.0204	0.0451
Si	4.2594	3.4613	2.8286	-0.0799	-0.3485	0.0776
Si	4.3261	7.3721	2.8987	0.0822	0.108	0.2449
Si	8.412	-0.4362	2.6732	0.0436	-0.035	-0.1325
Si	8.3706	3.4325	2.9624	0.0359	-0.0568	-0.0759
Si	8.4871	7.3687	2.8868	-0.0277	-0.0311	0.1226
Si	10.1482	-0.3576	4.3108	0.0179	-0.024	-0.0489
Si	10.1148	3.4443	4.5404	0.0348	-0.1042	0.0724
Si	10.1407	7.364	4.5513	0.0888	0.1279	-0.0129
Si	2.4236	-0.3386	4.1824	-0.1056	0.0077	-0.0182
Si	2.4142	3.451	4.2936	-0.0168	0.0287	0.0684
Si	2.4464	7.4221	4.3024	-0.0507	-0.1094	0.0491
Si	6.289	-0.3862	3.957	0.1169	0.0702	-0.1219
Si	6.2823	3.4362	4.1354	-0.0216	-0.0092	-0.0001
Si	6.3814	7.4112	4.0992	0.1651	0.0108	-0.0532
Si	10.14	9.375	5.7561	-0.0788	0.0977	-0.0056
Si	10.1367	1.4759	5.8232	-0.0461	0.0058	-0.0299
Si	10.1428	5.396	5.8286	0.1118	0.0493	-0.0973
Si	2.3977	9.378	5.6148	0.0251	0.0331	-0.0735
Si	2.4157	1.517	5.6921	0.1404	0.0381	0.0597
Si	2.4904	5.4369	5.5435	-0.0772	-0.0755	-0.0379
Si	6.312	9.3637	5.4798	-0.0564	-0.0969	-0.0648
Si	6.3177	1.4823	5.5601	0.0002	0.061	-0.005
Si	6.2935	5.4376	5.4238	-0.001	-0.1238	-0.1485
Si	0.5125	9.3887	7.0493	-0.0212	-0.1191	-0.1914
Si	0.4892	1.458	7.1651	-0.0723	0.1111	-0.0914
Si	0.633	5.3892	6.9265	0.2338	-0.008	-0.1446
Si	4.3774	9.3557	6.884	-0.0391	0.0254	0.0397
Si	4.3963	1.5534	7.0267	-0.0764	0.0131	0.0268
Si	4.4223	5.4967	6.8692	-0.0065	-0.11	0.1896
Si	8.1453	9.4095	7.0146	0.1363	0.0599	-0.0925
Si	8.1905	1.4783	7.1602	-0.0235	0.0111	-0.0928
Si	8.0709	5.3714	6.935	-0.1351	0.0397	0.0142
Si	0.4589	-0.458	8.6282	0.1003	-0.1551	-0.0154
Si	0.5896	3.5223	8.3381	0.2521	0.0097	-0.0118
Si	0.5477	7.3489	8.187	0.1198	-0.0779	-0.0072
Si	4.337	-0.4246	8.401	0.0195	0.0402	-0.0603
Si	4.4507	3.6171	8.3121	-0.1051	0.0655	-0.1152
Si	4.3458	7.4319	8.2502	-0.0122	0.0976	0.0333
Si	8.1506	-0.4267	8.6343	-0.1165	0.0061	0.0404
Si	8.1693	3.5226	8.418	-0.0982	-0.0431	0.0957
Si	8.1138	7.3681	8.166	-0.1856	-0.1376	0.1171
Si	10.0998	-1.056	9.9413	-0.2838	0.246	0.5415
Si	10.2222	4.2713	9.3882	-0.0677	-0.0703	0.1244
Si	10.1361	6.6477	9.1311	0.2634	0.2245	-0.2515
Si	2.464	-0.4622	9.9137	0.0615	0.0013	0.1528
Si	2.5283	3.5592	9.7248	0.0982	0.077	-0.1413
Si	2.3969	7.418	9.6603	0.1519	-0.0776	0.0857
Si	6.1369	11.2798	9.9446	-0.0656	-0.1059	-0.1478
Si	6.2756	3.6366	9.8512	-0.0455	0.1266	-0.0036
Si	6.2506	7.5432	9.6401	-0.1774	-0.0227	-0.0176
Si	11.8749	8.3877	12.2369	-0.562	0.3755	0.203
Si	10.1771	10.7955	12.9486	-0.2401	-0.3059	0.0727
Si	10.81	4.0883	11.6319	-0.2493	-0.3358	-0.093
Si	2.3541	9.1477	11.341	0.1458	-0.04	-0.1775
Si	3.0859	1.5903	10.9643	0.1025	0.1818	-0.005
Si	4.3301	6.1679	12.3098	0.0627	-0.5696	0.216
Si	4.2859	8.4833	12.6788	-0.072	0.235	0.2948
Si	6.0394	9.3155	11.2798	0.199	-0.0449	-0.0098
Si	8.519	4.7002	13.3533	0.2447	0.2337	-0.0988
Si	9.9902	8.1415	10.8391	0.0871	-0.1568	-0.0426
Si	13.2663	2.327	12.6579	0.3429	-0.2212	-0.0581
Si	3.587	4.0729	14.4208	-0.2242	0.1027	-0.0066
Si	7.6534	8.8787	12.9626	-0.055	-0.3824	0.0075
Si	6.2451	2.62	13.9076	0.0863	-0.062	0.0633
Si	2.3928	5.5499	11.1202	-0.0073	-0.0804	-0.1649
Si	8.2992	6.7257	12.1115	-0.2152	0.482	0.5498
Si	5.556	1.6952	11.0643	0.116	-0.0861	0.3534
Si	6.3353	5.7268	11.0941	-0.0764	0.127	-0.3326
Si	10.8628	4.498	15.0961	-0.1444	-0.0344	0.1852
Si	2.8105	12.6242	24.0007	-0.31	-0.0172	-0.704
Si	6.9139	10.197	17.5911	0.1321	0.1054	0.1012
Si	12.4453	1.3405	17.4593	0.0505	-0.047	0.0814
Si	5.8233	8.3831	15.3937	0.5537	0.1133	0.0577
Si	0.9702	11.3479	20.0917	-0.0757	-0.0431	-0.2316
Si	5.9819	4.3285	24.049	0.0156	0.1454	-0.2711
Si	10.3394	1.5691	21.5683	-0.0077	-0.1051	-0.0055
Si	7.8006	5.632	22.0668	0.1079	0.14	-0.1864
Si	11.596	4.1241	18.035	0.2	-0.1086	0.175
Si	9.7986	7.8994	22.9495	-0.1023	0.0996	-0.2848
Si	8.8372	8.0739	18.5152	-0.0417	0.1799	-0.0143
Si	6.035	10.1877	20.6239	0.1579	-0.0661	-0.1749
Si	0.5084	2.7036	23.7592	-0.1789	-0.0369	-0.1872
Si	3.8069	12.2654	21.1777	0.023	-0.0242	-0.2898
Si	5.052	2.5132	18.846	0.0443	0.0382	-0.0388
Si	6.8264	6.325	17.3423	-0.0069	0.0057	0.139
Si	8.8865	10.5482	21.9245	0.0268	-0.0876	-0.1414
Si	12.0092	5.9565	12.5807	0.0747	-0.1803	0.5545
Si	3.0467	4.5262	24.1675	0.1695	0.1975	-0.3319
Si	11.4805	1.3102	14.6654	0.0371	-0.0305	0.4547
Si	2.7628	3.6652	17.3796	-0.063	-0.2173	0.2887
Si	6.4608	7.3581	20.1205	0.0643	0.031	0.0254
Si	9.3648	4.0014	19.9151	0.0619	-0.04	0.2536
Si	7.6407	15.2362	18.412	-0.2505	-0.3474	0.0332
Si	6.9199	1.4616	16.7051	-0.0533	-0.1338	0.3563
Si	10.8141	8.9408	20.3378	-0.0777	-0.0323	-0.0011
O	7.028	8.1587	0.0598	-0.5242	0.2223	-0.124
O	2.9622	1.913	0.0723	0.1369	-0.0809	0.3021
O	0.3768	2.0214	0.1074	-0.2543	-0.0298	0.2057
O	5.4875	1.6282	0.5569	0.4013	0.0135	-0.2261
O	5.1615	5.6815	0.4218	-0.0411	-0.1358	-0.1271
O	8.9345	6.7719	-1.0763	-0.0782	-0.2153	-0.1388
O	10.2931	-0.2116	11.4137	0.0496	-0.3673	-0.4716
O	11.2932	9.6184	13.2684	0.247	-0.1944	-0.0358
O	10.2888	0.4269	14.008	-0.072	-0.007	-0.1799
O	8.6893	10.1442	13.0991	0.2771	-0.1524	-0.15
O	9.4165	3.6448	12.4473	0.1476	0.1146	-0.0475
O	4.1991	5.4454	13.8192	0.0406	0.2942	-0.1205
O	6.2293	1.6365	12.6072	-0.1867	0.107	-0.2945
O	6.2171	5.6703	24.9767	0.1174	0.2948	0.1237
O	1.2152	12.8321	23.6335	0.1158	-0.131	0.1945
O	6.1742	2.8835	24.8025	-0.0368	-0.1579	-0.0934
O	8.8016	3.6945	-1.0432	0.1507	0.0694	-0.0882
O	6.4952	6.1894	21.2422	0.0188	-0.0462	-0.0053
O	8.9463	5.0307	21.0954	-0.0845	-0.0274	-0.0175
O	7.2053	4.4232	22.9737	-0.075	-0.083	0.1359
O	6.2993	10.5919	19.0561	-0.0159	-0.0427	0.0183
O	1.7963	7.0621	-0.259	0.3367	0.1452	0.3957
O	3.6788	13.0078	22.6289	-0.1072	0.0341	0.436
O	8.5282	6.8675	22.8496	0.0235	0.0056	0.1215
O	5.3176	1.1473	-2.0879	-0.113	0.1252	0.1048
O	11.4954	12.3312	20.7991	-0.0461	0.0935	0.1436
O	5.5883	6.0659	-2.195	-0.0426	-0.1044	0.156
O	4.4778	4.3599	23.3487	-0.0078	-0.0862	0.1205
O	6.0612	6.858	16.0006	-0.1519	0.0077	-0.0624
O	9.3529	12.0719	22.31	0.0865	0.1497	0.0242
O	2.3313	3.5789	13.4923	0.0371	0.0389	0.0319
O	8.3436	9.4384	17.7856	-0.0749	-0.0351	-0.0212
O	8.0618	2.3369	17.4866	-0.1104	0.1972	0.0006
O	7.1609	8.7172	14.5196	-0.3412	0.1027	0.1379
O	9.51	2.475	20.5033	-0.0627	0.0765	-0.1296
O	6.9329	1.8486	15.1407	0.0404	0.0793	-0.1489
O	11.8661	5.4544	14.2145	0.1602	0.0797	-0.3993
O	4.5501	8.6448	14.3834	-0.2655	-0.1447	-0.4442
O	7.0397	4.0179	13.5755	0.1601	0.056	0.0327
O	10.7636	4.636	19.331	-0.0339	-0.0273	-0.1138
O	1.5836	4.4936	18.1565	-0.0076	-0.031	-0.0885
O	11.1138	2.8969	14.8382	-0.0076	0.0007	-0.0765
O	8.0097	7.8782	19.9251	-0.0129	-0.0521	-0.0399
O	7.3098	10.5054	21.578	-0.0238	0.0372	0.0782
O	5.9582	6.8229	18.6604	0.0279	-0.0647	-0.0329
O	9.3017	4.8832	14.7796	-0.0251	-0.1427	0.049
O	5.4817	1.6532	17.5006	0.081	0.0547	-0.0348
O	1.054	11.7306	18.5102	-0.001	-0.0107	0.0827
O	2.2714	2.1038	17.1477	-0.0283	0.1463	-0.0469
O	11.8989	2.8441	11.8876	-0.1501	0.359	0.0355
O	-0.6334	2.6865	22.5981	0.0839	0.0169	0.166
O	11.0447	4.8119	16.6754	-0.0283	0.0423	-0.0607
O	5.8119	9.3486	16.7241	-0.1635	-0.0684	-0.1194
O	12.8169	1.169	13.7312	0.0035	0.0996	-0.1378
O	10.7681	7.8982	21.6094	-0.017	0.0231	0.046
O	11.8222	0.6655	16.1225	-0.0019	0.1122	-0.1813
O	7.3145	11.5035	16.744	0.0072	0.0246	-0.0395
O	6.963	4.7038	17.3427	0.0296	0.1714	-0.0404
O	4.7173	2.9174	14.3595	-0.018	-0.0009	0.0077
O	5.5828	8.6105	20.6686	0.0136	0.0283	0.0015
O	10.4155	8.1641	18.9321	-0.0353	-0.0014	0.0718
O	2.2744	-2.0682	-1.2546	-0.021	-0.1019	0.0604
O	4.8554	11.0493	21.2742	-0.0838	0.0047	0.1442
O	11.4206	2.4901	18.0194	0.0513	0.0481	-0.1058
O	6.4168	14.7776	19.4512	0.1469	0.0761	-0.1857
O	3.3606	3.8456	25.6248	-0.1571	-0.1949	0.2779
O	0.6264	9.7443	20.2039	0.0285	0.0332	0.0502
O	10.6731	7.4353	24.2394	0.1945	-0.0455	0.3156
O	2.3922	11.5942	20.7901	0.0672	0.0141	0.0882
O	1.6912	3.8505	23.513	-0.0007	0.0098	0.1103
O	9.2303	9.447	23.0975	-0.0023	-0.0311	0.0583
O	4.2918	1.6813	20.0025	-0.0622	-0.0775	0.1374
O	9.684	10.1027	20.5688	0.0045	0.0212	0.0269
O	5.5444	3.6441	-1.2768	-0.5029	0.3048	-0.032
O	8.3861	6.8632	17.513	-0.0307	-0.0991	-0.054
O	3.0926	4.344	15.945	0.0474	0.0177	-0.2359
O	4.0539	3.7	18.3528	-0.007	0.0443	-0.0875
O	1.7864	4.3091	-0.4341	0.2208	-0.0275	-0.0557

Results
free energy: -118746.341 eV
free energy less fixed offsets of O -569.03, Si -635.61 eV per atom: 4.369 eV
pressure: -0.47 GPa
stress xx, yy, zz, yz, xz, xy (GPa, positive in tension): 0.08, 1.28, 0.04, 0.06, -0.13, 0.79

The program warned: the cutoff lies below the one the program advises for these potential files.
